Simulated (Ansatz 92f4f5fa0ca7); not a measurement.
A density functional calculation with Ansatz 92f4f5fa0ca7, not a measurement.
Periodic cell of 226 atoms, Si132O92P2, from a study of silicon, its oxide and their interface. The atomic structure is a simulated model.
Doubt: the cutoff is far below the 930 eV that the study's wrapper takes by default for these files, so forces and energies are approximate.

Settings
functional: PBE
potential files: Ansatz PAW
basis: plane waves
wave-function cutoff: 580 eV
density cutoff ratio: 5
exchange-correlation grid ratio: 1
k mesh: 1 x 1 x 1, Gamma-centred
self-consistency stop: 5e-08 eV per atom in the density residual
occupations: fixed
spin: none
net charge: 0

Cell vectors (angstrom)
a 10.938 0 0
b 0 10.938 0
c 0 0 31.9494

Atoms: element, x, y, z (angstrom)
Si 10.6044 0.0263 24.4177
Si 5.0536 0.148 24.6606
Si 2.7998 2.3162 24.5247
Si 8.545 2.4611 24.5537
Si 10.6829 5.6127 24.3323
Si 5.1357 5.6386 24.4475
Si 2.9643 7.9768 24.3975
Si 8.392 7.8562 24.4077
Si 1.2749 1.1525 25.8376
Si 6.7976 1.346 25.7368
Si 3.969 4.0295 25.7289
Si 9.6653 4.045 25.8444
Si 1.321 6.8108 25.6657
Si 6.7861 6.7421 25.7482
Si 3.9812 9.4871 25.9503
Si 9.4638 9.4605 25.7976
Si 2.6177 -0.1172 27.2864
Si 8.122 -0.0513 27.1452
Si 0.0576 2.6756 27.2033
Si 5.4348 2.7354 27.1111
Si 2.6511 5.4305 27.1089
Si 8.1723 5.3851 27.1338
Si -0.0077 8.164 27.126
Si 5.4931 8.1598 27.1757
Si 4.0743 1.3366 28.4981
Si 9.5313 1.3361 28.5016
Si 1.3761 4.0742 28.5637
Si 6.7983 4.0681 28.5265
Si 4.0747 6.7882 28.4864
Si 9.5452 6.7919 28.4835
Si 1.2806 9.4868 28.6203
Si 6.8138 9.542 28.5631
Si -0.0379 0.003 29.9128
Si 5.4551 0.0025 29.8961
Si 2.7581 2.7208 29.9039
Si 8.1914 2.7255 29.8871
Si -0.0103 5.4623 29.8903
Si 5.4556 5.4616 29.8888
Si 2.7444 8.1687 29.9042
Si 8.218 8.1855 29.8886
Si 1.3673 1.3673 31.2657
Si 6.8362 1.3673 31.2657
Si 4.1018 4.1018 31.2657
Si 9.5708 4.1018 31.2657
Si 1.3673 6.8362 31.2657
Si 6.8362 6.8362 31.2657
Si 4.1018 9.5708 31.2657
Si 9.5708 9.5708 31.2657
Si 2.7345 0 0.6835
Si 8.2035 0 0.6835
Si 0 2.7345 0.6835
Si 5.469 2.7345 0.6835
Si 2.7345 5.469 0.6835
Si 8.2035 5.469 0.6835
Si 0 8.2035 0.6835
Si 5.469 8.2035 0.6835
Si 4.0942 1.3799 2.0622
Si 9.5887 1.3493 2.0679
Si 1.3615 4.1121 2.0299
Si 6.8294 4.1342 2.0444
Si 4.1094 6.8379 2.0162
Si 9.5825 6.8512 2.0703
Si 1.3581 9.5912 2.0684
Si 6.8287 9.62 2.066
Si 0.0316 0.0236 3.5164
Si 5.462 0.0491 3.4657
Si 2.7074 2.7653 3.4034
Si 8.2548 2.8069 3.3621
Si 0.0921 5.5235 3.4189
Si 5.473 5.5284 3.4178
Si 2.7363 8.1784 3.358
Si 8.256 8.297 3.4186
Si 1.3398 1.4958 4.87
Si 6.8722 1.5239 4.7543
Si 4.0197 4.1927 4.7326
Si 9.6001 4.1723 4.7705
P 1.3323 6.9902 4.7085
Si 6.8016 7.0276 4.7232
Si 4.0204 9.5829 4.779
Si 9.5648 9.6406 4.9287
Si 2.6714 0.0216 6.1525
Si 8.2626 0.1947 6.1512
Si -0.0267 2.8981 6.3057
Si 5.4475 2.8799 6.0523
Si 2.676 5.6851 5.9996
Si 8.2326 5.6712 5.9574
P -0.5174 8.7548 6.8731
Si 5.4658 8.3722 6.1945
Si 4.3438 1.222 7.3166
Si 9.7761 1.2894 7.6527
Si 1.131 4.6448 7.4492
Si 6.5682 4.6063 7.2172
Si 4.2381 6.7969 7.4588
Si 9.6384 6.7247 7.548
Si 1.1461 10.0792 7.7931
Si 6.6596 10.0225 7.4265
O 9.5615 1.262 23.9764
O 4.083 6.8266 23.9385
O 3.9903 1.2622 24.0239
O 9.5152 6.7286 23.8893
O -0.0319 5.7311 7.9819
O 5.4961 0.179 7.9099
O 0.1453 0.4047 8.2416
O 5.4171 5.6658 7.7894
O 7.4816 4.0591 8.4551
O 8.612 7.0201 8.8319
O 2.0439 9.5046 9.0825
O 8.8144 1.794 8.9261
O 7.4577 9.4711 8.7551
O 3.5375 1.9112 8.5704
O 3.492 7.3062 8.8691
O 2.0668 4.1587 8.7338
O 8.1109 3.5092 23.3459
O 0.4203 4.955 22.9497
O 1.8743 2.7651 23.2386
O 5.8063 4.9352 23.1126
O 5.4949 10.0083 23.5008
O 2.4145 8.7095 23.0119
O 0.1642 10.0923 23.0841
O 7.7521 8.594 23.0641
Si 8.601 7.7369 18.4253
Si 8.7151 6.4259 13.6541
Si 3.7168 1.5956 14.7038
Si 2.0782 5.779 17.628
Si 2.365 3.1715 19.4834
Si 9.7424 9.087 12.0796
Si 1.2985 9.4432 22.0712
Si 9.1032 1.0286 13.1848
Si 1.3345 5.1122 13.0372
Si 1.7173 8.2947 12.8036
Si 6.6135 9.5727 22.4173
Si 4.4636 4.6399 15.7081
Si 8.1242 3.1251 9.5938
Si 0.7849 8.276 19.258
Si 6.9063 1.3736 21.0831
Si 8.1214 8.3275 9.7019
Si 10.8142 5.2535 15.6179
Si 7.5077 9.5499 16.3038
Si 9.8889 2.083 20.2988
Si 3.1233 8.5434 9.9056
Si 6.6366 3.3784 17.4011
Si 1.1217 0.2351 19.7979
Si 3.1521 2.8983 12.2749
Si 7.1648 5.4263 19.6728
Si 5.654 8.7165 11.5595
Si 5.7109 6.1426 13.2162
Si 4.5713 9.7419 17.6129
Si 0.987 3.6186 22.1728
Si 4.846 1.5147 18.7945
Si 3.1441 3.1925 9.4789
Si 6.3801 10.8792 13.7783
Si 10.2866 0.1717 15.9557
Si 5.5924 3.7404 11.156
Si 9.7617 3.9734 11.9079
Si 2.2767 9.972 15.5241
Si 6.0186 8.1537 19.7879
Si 6.904 3.9957 22.3644
Si 9.6972 2.8173 17.37
O 7.1224 6.4549 13.9856
O 1.8257 7.0867 18.6791
O 10.219 4.091 16.5457
O 6.1037 9.998 17.0446
O 10.0783 0.7736 14.4585
O 8.385 6.1529 18.8365
O 5.0986 0.7483 14.4126
O 5.6612 2.084 17.5112
O 8.3043 1.967 20.5496
O 1.932 4.3267 18.3981
O 6.8994 2.8812 10.6642
O 4.7867 2.788 12.2047
O 5.9689 4.4204 16.3367
O 4.5171 4.0077 9.9217
O 10.6524 2.7943 21.557
O 9.6457 6.2169 14.9939
O 5.9535 6.5175 19.8312
O 4.0232 0.2043 18.2783
O 9.1951 10.6133 12.2682
O 2.7731 4.432 12.7183
O 1.8761 10.7254 21.2
O 3.9437 2.7542 19.3753
O 0.6623 10.0905 15.9412
O 1.2236 9.831 18.8278
O 1.6627 1.6916 19.2671
O 8.8766 10.4447 16.4825
O 4.8144 8.615 18.7793
O 9.4729 8.791 10.4962
O 6.687 4.1188 18.8484
O 2.7663 1.7838 13.3723
O 5.7802 8.7964 21.2575
O 2.4642 2.5775 10.836
O 7.5747 4.8777 21.1573
O 5.1099 7.5464 12.591
O 0.3706 9.1258 12.4644
O 7.5106 1.1164 13.5626
O 7.0406 9.6955 14.7341
O 8.9064 5.0954 12.7224
O 8.0388 8.0884 16.8974
O 6.1742 2.5996 21.8948
O 2.3901 9.1173 14.0876
O 0.3478 4.5552 11.8627
O 0.766 8.3449 20.9301
O 9.3026 3.9444 10.3513
O 9.5783 2.4501 12.5129
O 7.5618 8.5975 19.3791
O 2.4719 8.1524 11.3542
O 3.902 3.1065 15.3628
O 0.7388 4.5297 14.4386
O 10.0018 3.0278 18.9617
O 9.09 7.8715 12.9756
O 10.4697 0.562 20.0776
O 5.9581 5.1218 11.9437
O 8.0977 2.7756 17.0151
O 3.4795 5.5162 16.7366
O 4.5694 9.164 10.3949
O 1.4292 6.7316 13.2091
O 4.6934 5.5425 14.3546
O 2.0047 3.88 20.9161
O 10.4972 1.4575 16.9416
O 0.8926 6.1099 16.552
O 7.2924 10.9715 21.9219
O 5.8848 0.9433 19.9066
O 5.9858 10.0879 12.3964
O 2.7726 0.5963 15.5696
O 6.9615 8.0318 10.827
O 10.1868 8.0502 18.684
O 3.3817 9.25 16.5593

Results
free energy: -137748.480 eV
free energy less fixed offsets of O -568.88, P -755.39, Si -635.61 eV per atom: -0.220 eV

Forces (eV/angstrom), in the order of the atoms: element, x, y, z
Si -0.0021 -0.0017 -0.0024
Si 0.0007 0.0005 -0.0021
Si 0.0014 0.0007 -0.0019
Si -0.0008 -0.0024 -0.0032
Si 0.0016 0.0019 -0.0024
Si -0.0016 -0.0009 -0.0021
Si -0.0009 -0.0024 -0.003
Si 0.0012 0.0007 -0.0013
Si 0.0005 -0.0017 -0.0003
Si -0.0016 -0.0006 -0.001
Si 0.0008 -0.0018 -0.0015
Si -0.0007 -0.0008 -0.0005
Si -0.0001 -0.0016 -0.0011
Si 0.0006 -0.0008 -0.0014
Si -0.0012 0.0006 0.0004
Si -0.0006 -0.0004 -0.0003
Si 0.0017 0.0005 0.0016
Si 0.0025 0.0011 -0.0003
Si 0 -0.0008 0.0002
Si -0.0002 -0.0007 0.0008
Si 0.0009 0.0005 0.0001
Si 0.0011 -0.0001 0.0022
Si 0.0024 0.001 0.0008
Si 0.001 0.0001 0.0002
Si 0.0021 -0.0005 0.0006
Si 0.0002 -0.0003 0.0011
Si -0.0016 0.0006 -0.001
Si 0.0011 -0.0001 0.0004
Si 0.0005 0.001 0.0031
Si -0.0007 -0.001 0.003
Si 0.0001 0.0014 -0.0051
Si 0.0011 -0.0002 -0.0008
Si 0.0052 0.0041 -0.0022
Si -0.0015 0.0004 -0.0002
Si 0.0013 -0.0045 -0.0011
Si 0.0002 0.001 -0.0005
Si 0.0012 0.0023 0.0003
Si 0.0028 -0.0024 -0.0014
Si 0.0022 -0.0009 -0.0007
Si -0.0004 -0.0013 -0.0005
Si -0.0031 0.0027 -0.1036
Si 0.0216 -0.0019 -0.029
Si 0.0637 -0.0512 0.0431
Si -0.1076 -0.104 -0.0777
Si 0.0122 -0.1567 0.025
Si 0.0664 0.043 -0.1555
Si -0.0439 -0.0315 -0.034
Si -0.1732 -0.1271 0.111
Si -0.0303 -0.013 0.1053
Si -0.061 0.0842 0.0264
Si -0.0294 -0.1005 0.0149
Si -0.0266 0.1169 0.108
Si -0.0381 -0.0881 -0.1783
Si 0.0305 0.1475 0.0552
Si -0.0117 0.1923 0.0904
Si 0.2273 0.2038 0.0269
Si -0.001 -0.002 0.0033
Si 0.0019 0.0002 0.0029
Si -0.0035 0.0004 -0.0001
Si -0.0001 -0.0007 0.0017
Si -0.009 0.0065 0.014
Si -0.0007 -0.0132 0.0044
Si 0.0047 0.0027 0.0065
Si -0.0014 -0.0031 -0.0004
Si -0.0094 -0.0074 -0.0019
Si 0.0007 0.0002 -0.007
Si 0.001 0.0057 -0.003
Si 0.0049 0.0004 -0.0016
Si -0.0065 -0.0076 -0.0145
Si -0.002 0.0066 -0.0082
Si -0.004 0.0084 -0.0097
Si 0.0074 0.0107 0.01
Si 0.0007 -0.0031 0.0076
Si -0.0014 -0.0031 -0.0002
Si 0.0117 -0.0085 0.005
Si -0.0023 0.0012 0.0009
P 0.0345 -0.0371 -0.0059
Si 0.0046 0.003 0.001
Si -0.0021 -0.0021 0.0034
Si 0.0035 -0.0039 0.0118
Si -0.0061 -0.01 0.0036
Si -0.0013 -0.0081 -0.0065
Si -0.009 0.0002 -0.0053
Si -0.0019 0.0044 0.005
Si 0.0088 -0.0106 -0.002
Si -0.0017 -0.0044 0.0086
P -0.0232 0.0124 0.0158
Si 0.0007 0.0013 -0.0082
Si 0.0079 0.008 -0.0093
Si -0.0093 -0.0062 -0.0201
Si 0.0001 -0.0016 0.0068
Si 0.0098 -0.0095 -0.0109
Si 0.0048 0.0047 0.0169
Si 0.0186 0.0041 -0.0129
Si 0.0059 -0.0444 -0.0129
Si -0.0052 0.0103 -0.0009
O 0.0009 0.0008 0.0028
O 0.0008 0.0005 0.0026
O -0.0009 -0.0004 0.0027
O -0.0005 -0.001 0.0018
O -0.0121 0.002 -0.004
O 0.0007 -0.004 -0.002
O 0.0134 0.0607 0.0393
O -0.0101 0.0019 -0.0054
O -0.0004 0.0004 0.0057
O -0.0029 0 -0.0036
O 0.0067 -0.0002 0.0025
O -0.0104 0.0079 0.003
O 0.0037 -0.0078 0.0059
O -0.003 0.0042 0.0061
O -0.0036 -0.0057 -0.0049
O 0.0055 0.0021 -0.0051
O 0.0006 0.0005 0.0004
O 0 -0.002 -0.0013
O -0.0007 -0.0009 -0.0001
O 0.0012 -0.0014 -0.0003
O 0.0002 -0.0009 0.0009
O -0.0005 0.0006 -0.0003
O 0.0014 -0.0017 -0.0004
O -0.0008 0.0001 -0.0011
Si 0.0013 -0.0008 0.0014
Si 0.0023 -0.0026 0.0018
Si -0.0011 0.0013 0.0027
Si -0.0012 -0.0003 0.0026
Si -0.0005 -0.0017 0.0015
Si 0.0029 0.001 0.0048
Si 0.0008 -0.0004 0.0019
Si 0.0012 -0.001 -0.0001
Si 0.0006 0.0016 0.003
Si 0.0025 -0.0003 0
Si 0.0011 -0.0012 0.0011
Si -0.0002 0.0003 0.0019
Si 0.005 -0.0057 0.0015
Si 0.0002 0.0008 0.0022
Si 0 -0.0007 0.0006
Si -0.0063 0.0186 0.0097
Si -0.0031 -0.0028 0.0017
Si 0.0007 -0.0017 0.0036
Si 0.001 -0.0005 0.0007
Si -0.0018 0.0043 -0.0139
Si 0.0012 -0.0022 0.0029
Si 0.001 0.0005 0.0005
Si 0.0017 -0.001 0.0021
Si 0.0007 -0.0004 0.0003
Si -0.0026 -0.0031 -0.002
Si 0.0019 -0.0022 0.0001
Si 0.0018 -0.0002 0.0027
Si -0.0003 0.0001 0.0013
Si 0.001 -0.0008 0.0001
Si 0.0051 -0.0047 -0.001
Si 0.0006 -0.0017 0.0005
Si -0.0002 -0.0006 0.0018
Si 0.0023 -0.0015 0.0022
Si -0.0016 -0.0011 0.0029
Si 0.0013 -0.0017 0.0005
Si 0.0006 -0.0003 0.0017
Si -0.0004 -0.0009 0.0011
Si -0.0007 -0.0019 0.0037
O 0.0015 -0.0016 -0.0006
O 0.0001 -0.0011 -0.001
O 0.0039 0.003 -0.0045
O 0 0.0006 -0.0001
O 0.0019 -0.0004 -0.0007
O 0.0003 -0.001 -0.0003
O 0.0018 -0.0025 -0.0017
O 0.0006 -0.0005 -0.0018
O 0.0015 -0.0003 0
O 0.0001 0.0012 -0.0017
O -0.0043 0.0004 0.0028
O 0.0016 -0.0011 -0.0022
O 0.0014 0.0008 -0.0001
O 0.0018 -0.0004 -0.0028
O -0.0006 -0.0004 -0.0007
O -0.0014 0.0002 -0.0021
O -0.0004 -0.0005 0.0001
O 0.0016 -0.0017 -0.0014
O 0.0009 0.0005 -0.0008
O 0.0019 -0.0006 -0.0028
O 0.0003 -0.0005 -0.0006
O 0.0011 -0.0009 0
O 0.0016 -0.0003 -0.0016
O 0.0014 -0.0015 -0.0008
O 0.0013 0.0006 0.0004
O 0.0019 0.0001 -0.0013
O 0.0005 -0.0002 -0.0017
O -0.0008 -0.0006 -0.0056
O 0.0008 -0.0012 -0.0022
O -0.0008 -0.0026 0.0003
O 0.0006 -0.0002 -0.0009
O -0.0015 -0.0009 -0.0027
O 0.0011 0.0006 -0.0011
O 0.0005 -0.0002 -0.0025
O -0.0003 0.0013 -0.0012
O -0.0002 -0.0011 -0.0007
O 0.0002 -0.0014 -0.0026
O -0.0007 0.0003 0.0009
O -0.0007 -0.0004 -0.0039
O 0.0001 -0.0009 -0.0004
O -0.0011 0.0006 0.0018
O 0.0027 -0.0032 -0.0032
O 0.0005 -0.0007 -0.002
O -0.001 -0.0023 -0.0053
O -0.0002 -0.0024 -0.0013
O 0.0014 -0.0001 -0.0005
O -0.0028 -0.0027 0.0017
O -0.0003 -0.0012 -0.0015
O 0.0018 -0.0034 -0.0018
O 0.0005 0.0002 -0.0001
O 0.0002 -0.004 -0.0011
O 0.0001 -0.0011 -0.0002
O 0.0011 0.0011 -0.0018
O -0.0015 -0.0008 -0.001
O 0.0027 -0.0015 -0.003
O 0.0065 -0.0022 0.0012
O 0.0016 -0.0035 -0.0001
O -0.0006 -0.0018 0.0008
O 0.002 0.0001 -0.0026
O 0.0012 -0.0052 -0.0022
O 0.004 0.0021 0.0022
O 0.0004 0.0006 -0.0003
O -0.0008 -0.0005 -0.0006
O 0.0024 0.0033 0.0022
O -0.0002 -0.0011 -0.001
O -0.0006 -0.0025 -0.0007
O 0.0014 0.0001 -0.0003
O -0.0008 -0.0013 -0.0016

The program warned: the cutoff lies below the one the program advises for these potential files; the forces do not sum to zero within the program's tolerance; the exchange-correlation potential is rough where the density is thin.
